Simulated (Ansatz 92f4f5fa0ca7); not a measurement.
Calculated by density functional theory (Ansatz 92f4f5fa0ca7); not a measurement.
Periodic cell of 223 atoms, Si132O89Al1F1, from a study of silicon, its oxide and their interface. The atomic structure is a simulated model.
Doubt: the cutoff is far below the 930 eV that the study's wrapper takes by default for these files, so forces and energies are approximate.

Settings: functional PBE; potential files Ansatz PAW; basis plane waves; wave-function cutoff 580 eV; density cutoff ratio 5; exchange-correlation grid ratio 1; k mesh 1 x 1 x 1, Gamma-centred; self-consistency stop 5e-08 eV per atom in the density residual; occupations fixed; spin none; net charge 0.

Cell vectors (angstrom)
a, 10.938, 0, 0
b, 0, 10.938, 0
c, 0, 0, 32.3995

Atoms: element, x, y, z (angstrom)
Si, 0.2737, -0.1887, 24.945
Si, 5.1779, 0.4762, 24.9361
Si, 2.8759, 2.6441, 25.021
Si, 7.9123, 2.9885, 24.9149
Si, -0.2292, 5.7639, 24.9102
Si, 5.7126, 5.2431, 24.9377
Si, 2.4879, 8.5091, 24.8895
Si, 8.4628, 7.9938, 24.8418
Si, 1.368, 1.386, 26.3048
Si, 6.7995, 1.4568, 26.3134
Si, 4.1105, 4.1618, 26.3057
Si, 9.5536, 4.1393, 26.1967
Si, 1.3502, 6.9153, 26.2434
Si, 6.8706, 6.8627, 26.2027
Si, 4.1152, 9.6493, 26.1666
Si, 9.5741, 9.5909, 26.2059
Si, 2.7498, 0.0053, 27.6298
Si, 8.1907, 0.0134, 27.5872
Si, -0.0353, 2.7581, 27.5982
Si, 5.4353, 2.7762, 27.6784
Si, 2.7072, 5.5203, 27.6099
Si, 8.1989, 5.4852, 27.613
Si, -0.0288, 8.235, 27.6304
Si, 5.4628, 8.2285, 27.5544
Si, 4.1018, 1.3673, 28.9812
Si, 9.5708, 1.3673, 28.9812
Si, 1.3673, 4.1018, 28.9812
Si, 6.8362, 4.1018, 28.9812
Si, 4.1018, 6.8362, 28.9812
Si, 9.5708, 6.8362, 28.9812
Si, 1.3673, 9.5708, 28.9812
Si, 6.8362, 9.5708, 28.9812
Si, 0, 0, 30.3485
Si, 5.469, 0, 30.3485
Si, 2.7345, 2.7345, 30.3485
Si, 8.2035, 2.7345, 30.3485
Si, 0, 5.469, 30.3485
Si, 5.469, 5.469, 30.3485
Si, 2.7345, 8.2035, 30.3485
Si, 8.2035, 8.2035, 30.3485
Si, 1.3673, 1.3673, 31.7157
Si, 6.8362, 1.3673, 31.7157
Si, 4.1018, 4.1018, 31.7157
Si, 9.5708, 4.1018, 31.7157
Si, 1.3673, 6.8362, 31.7157
Si, 6.8362, 6.8362, 31.7157
Si, 4.1018, 9.5708, 31.7157
Si, 9.5708, 9.5708, 31.7157
Si, 2.7345, 0, 0.6835
Si, 8.2035, 0, 0.6835
Si, 0, 2.7345, 0.6835
Si, 5.469, 2.7345, 0.6835
Si, 2.7345, 5.469, 0.6835
Si, 8.2035, 5.469, 0.6835
Si, 0, 8.2035, 0.6835
Si, 5.469, 8.2035, 0.6835
Si, 4.1018, 1.3673, 2.0507
Si, 9.5708, 1.3673, 2.0507
Si, 1.3673, 4.1018, 2.0507
Si, 6.8362, 4.1018, 2.0507
Si, 4.1018, 6.8362, 2.0507
Si, 9.5708, 6.8362, 2.0507
Si, 1.3673, 9.5708, 2.0507
Si, 6.8362, 9.5708, 2.0507
Si, 0, 0, 3.418
Si, 5.469, 0, 3.418
Si, 2.7345, 2.7345, 3.418
Si, 8.2035, 2.7345, 3.418
Si, 0, 5.469, 3.418
Si, 5.469, 5.469, 3.418
Si, 2.7345, 8.2035, 3.418
Si, 8.2035, 8.2035, 3.418
Si, 1.4746, 1.3464, 4.8838
Si, 6.8261, 1.3927, 4.7986
Si, 3.9954, 4.0863, 4.8088
Si, 9.6116, 4.0409, 4.8506
Si, 1.3879, 6.7896, 4.7681
Si, 6.95, 6.7282, 4.7492
Si, 4.1628, 9.4952, 4.6705
Si, 9.5632, 9.5834, 4.7945
Si, 2.9682, -0.1724, 6.1607
Si, 8.1625, 0.0265, 6.1906
Si, 0.0055, 2.6682, 6.301
Si, 5.4001, 2.726, 6.1369
Si, 2.5445, 5.3591, 6.2397
Si, 8.2794, 5.4072, 6.266
Si, 0.049, 8.1615, 6.0888
Si, 5.4789, 8.085, 5.9209
Si, 4.3556, 1.1413, 7.6427
Si, 9.9101, 0.927, 7.5514
Si, 0.9403, 4.2598, 7.8109
Si, 6.5172, 4.3227, 7.4206
Si, 4.3183, 6.5374, 7.2011
Si, 9.3313, 7.1899, 7.4676
Si, 1.338, 9.6362, 7.4172
Si, 6.8938, 9.3135, 7.3135
O, 9.5881, 6.8661, 24.3897
O, 3.98, 1.5311, 24.5186
O, 8.1, 8.2468, 7.4688
O, 2.9562, 1.532, 8.4396
O, 6.8004, 4.1094, 24.38
O, 1.3567, 9.6186, 24.3647
O, 5.4604, 5.5255, 7.8493
O, 0.1786, -0.1749, 7.5855
O, 6.8013, 3.4593, 8.8161
O, 6.3163, 9.5915, 8.8418
O, 9.744, 7.318, 9.0701
O, 1.8517, 9.2, 8.935
O, 5.4615, 1.0759, 9.2245
O, 1.7591, 3.7211, 9.1238
O, 9.6987, 1.1156, 9.1499
O, 3.7178, 7.4604, 8.3933
O, 7.8632, 8.5903, 23.4282
O, 8.4629, 2.2083, 23.5808
O, 5.0169, 5.9064, 23.6096
O, 2.2597, 3.2995, 23.6441
O, 10.5992, 0.6184, 23.6542
O, 0.4038, 5.1776, 23.5121
O, 3.154, 7.837, 23.5445
O, 5.5095, 14.1305, 19.2053
Si, 11.3965, 2.3784, 20.7844
Si, 7.8398, 9.3935, 22.0081
Si, 2.2736, 5.1703, 13.5611
Si, 12.2838, 7.3796, 16.8135
Si, -0.1462, -4.6529, 9.7575
Si, 10.9181, 8.9127, 14.7722
Si, -1.3752, -4.9812, 17.6977
Si, 1.6171, 4.4628, 22.6961
Si, 4.6031, 10.9634, 16.9427
Si, 6.8823, 5.8853, 16.3159
Si, 5.744, 2.7259, 9.8347
Si, 2.7989, 9.2449, 18.6557
Al, 7.7681, 3.6026, 11.6756
Si, 9.1023, 1.1367, 10.6629
Si, 9.0677, 1.6317, 15.9056
Si, 2.6483, 4.6892, 16.5682
Si, -3.896, 3.4694, 14.5932
Si, 6.2659, 10.6756, 10.047
Si, 16.0463, 4.534, 18.3796
Si, 4.9643, 7.2119, 19.8305
Si, -1.553, 1.1779, 22.7199
Si, 2.1307, 2.3666, 12.53
Si, 5.4595, 10.9677, 21.9158
Si, 0.0885, 6.9309, 12.7522
Si, 13.7438, 2.6291, 9.6457
Si, 10.9618, 3.2508, 17.7808
Si, 8.0914, 7.9724, 19.3734
Si, -6.3175, 1.4974, 14.3136
Si, -2.2336, -1.2226, 16.7301
Si, 2.8922, 7.8584, 12.3842
Si, -5.7941, 1.6355, 19.4464
Si, -0.367, 0.6623, 13.3069
Si, 3.8747, 6.6362, 22.7048
Si, 2.7592, 0.4137, 20.7128
Si, 13.5103, 7.8217, 9.4615
Si, 6.2586, 8.6963, 15.3486
Si, 5.1136, -1.1882, 12.8786
O, 6.4409, 5.118, 17.6771
O, -0.5075, -4.6752, 11.3646
O, 6.5906, 4.9631, 15.0395
O, 2.2158, 10.0189, 19.9606
O, -0.2855, 5.0196, 8.6684
O, 1.0146, 3.8137, 21.3313
O, 1.429, 6.6744, 9.5808
O, -5.5889, 0.2266, 13.6156
O, 14.1839, 6.4285, 13.1222
O, 8.5673, 11.3295, 16.8474
O, 5.3464, 9.7483, 16.1785
O, -1.4931, 1.1189, 14.3977
O, 2.2863, 3.9898, 12.4373
O, 5.997, 8.6605, 13.7261
O, 2.7198, 4.4631, 14.9532
O, 6.3248, 2.7148, 11.3114
O, 3.2727, 1.76, 13.4773
O, 14.9426, 4.1315, 17.255
O, -3.1006, 13.6327, 15.8055
O, 0.7319, 5.719, 13.6476
O, 7.7909, 9.163, 15.5132
O, 0.3224, 2.433, 19.1648
O, 4.55, 5.6972, 19.3724
F, 7.6562, 5.1332, 11.0569
O, 10.9069, 6.5941, 17.0805
O, 2.7474, 5.5463, 22.2633
O, 9.0468, 6.6916, 19.0588
O, 1.2714, 7.9897, 12.3176
O, -5.43, 0.688, 18.153
O, 7.6804, 0.3044, 10.5531
O, 11.282, -0.6853, 13.9114
O, 4.2527, 3.3833, 9.7898
O, 4.0852, 8.3254, 19.036
O, 8.473, 6.1659, 16.5037
O, 1.4024, 3.8885, 17.2161
O, -0.8313, 7.8461, 13.7676
O, 5.6291, 2.74, 14.2633
O, 2.5622, 6.2992, 16.8053
O, 9.8558, 4.4075, 18.0904
O, 4.2217, 1.1724, 15.8591
O, 3.4048, 7.9017, 10.8419
O, 3.5788, -1.7542, 13.0377
O, 8.5413, 10.8482, 22.1732
O, -2.93, 3.6093, 13.332
O, 9.9559, 2.0188, 21.4496
O, 8.5786, 8.569, 20.8145
O, -5.0236, 1.1738, 20.8237
O, 5.4811, -0.9513, 11.2932
O, 1.3275, 8.1576, 15.3609
O, 2.3228, 1.8525, 10.9833
O, 6.5313, 7.5082, 19.4942
O, 1.5754, -2.5608, 18.0669
O, 1.4757, 12.1394, 21.2909
O, 9.0267, 2.6916, 11.0282
O, 3.2264, -0.581, 17.5508
O, 8.3036, -1.8679, 18.1726
O, 10.1873, -1.6152, 16.179
O, -0.5546, 2.2636, 16.6284
O, 0.7084, 1.8752, 13.1274
O, 6.2863, -1.3238, 21.5223
O, 15.5449, 7.2829, 21.4165
O, 5.9018, 0.2544, 23.4699
O, -4.9009, 7.2525, 16.0617
O, 3.5347, 1.4624, 19.7194
O, 3.8293, -0.0995, 21.8495
O, 9.9421, 0.3314, 11.8268

Results
free energy: -137771.489 eV
free energy less fixed offsets of Al -1619.15, F -1619.15, O -568.88, Si -635.61 eV per atom: -2.349 eV

Forces (eV/angstrom), in the order of the atoms: element, x, y, z
Si, 0.0454, -0.025, -0.1168
Si, 0.0177, 0.0108, -0.133
Si, 0.0412, -0.023, -0.165
Si, -0.0221, 0.0293, -0.0772
Si, -0.0218, 0.0289, -0.1106
Si, 0.0341, -0.0391, -0.111
Si, -0.0425, 0.0338, -0.1095
Si, 0.0224, -0.0012, -0.14
Si, 0.0006, -0.0069, -0.0259
Si, 0.02, 0.002, -0.0346
Si, 0.0157, 0.0228, -0.0532
Si, -0.0098, 0.0033, -0.0504
Si, 0.0089, -0.0045, -0.0546
Si, -0.0017, -0.0044, -0.0413
Si, -0.0014, 0.014, -0.0451
Si, -0.0026, -0.0052, -0.0469
Si, 0.0066, -0.0019, 0.027
Si, -0.0082, 0.0023, 0.0103
Si, -0.0142, 0.0171, 0.0146
Si, -0.019, -0.0072, 0.0306
Si, -0.0251, 0.003, 0.0122
Si, 0.0165, -0.0176, 0.0153
Si, -0.0057, -0.0083, 0.0169
Si, -0.0203, -0.0054, 0.0034
Si, -0.0634, -0.0226, 0.3686
Si, -0.1153, 0.0335, -0.1225
Si, -0.1041, 0.0848, -0.177
Si, 0.0813, 0.2442, 0.2624
Si, 0.0552, 0.2803, -0.1996
Si, -0.0314, 0.0175, 0.1125
Si, 0.0272, 0.0583, 0.0977
Si, -0.0536, -0.0088, -0.2742
Si, 0.0836, -0.0045, -0.0274
Si, 0.0121, 0.0146, 0.0005
Si, 0.0264, -0.0711, -0.0076
Si, -0.0104, -0.0061, -0.0079
Si, -0.0032, 0.0249, 0.0056
Si, 0.1023, 0.0074, -0.0138
Si, 0.0288, 0.0127, -0.0131
Si, 0.0128, -0.0531, -0.0265
Si, -0.0626, 0.0316, -0.006
Si, 0.0002, 0.0301, -0.0084
Si, -0.0364, 0.0349, -0.0225
Si, -0.0082, -0.0375, -0.0151
Si, 0.0354, 0.0329, -0.0111
Si, -0.0396, 0.0434, -0.0131
Si, -0.0349, -0.0153, -0.0189
Si, -0.0214, 0.0203, -0.0305
Si, 0.0445, -0.0094, 0.0258
Si, 0.0446, -0.0973, 0.0346
Si, 0.0043, 0.0292, 0.0078
Si, 0.0409, -0.0538, 0.0029
Si, 0.0373, -0.0489, 0.0387
Si, -0.0097, 0.0496, 0.0243
Si, 0.0088, -0.0473, 0.0012
Si, 0.0323, -0.0116, 0.0186
Si, -0.0238, 0.0334, 0.0152
Si, 0.0682, 0.1014, 0.0477
Si, -0.1242, -0.0662, 0.0014
Si, -0.1103, -0.0767, 0.0057
Si, -0.057, 0.05, -0.0216
Si, -0.0207, 0.1011, 0.0079
Si, -0.0316, -0.0357, 0.0208
Si, -0.0023, 0.0274, 0.0099
Si, 0.2764, 0.1301, 0.4913
Si, 0.3514, 0.2098, -0.2976
Si, -0.1895, -0.2752, -0.1401
Si, 0.0597, 0.1352, 0.1795
Si, -0.1051, -0.3253, 0.1001
Si, -0.1198, -0.3106, 0.2486
Si, -0.2939, -0.387, -0.4794
Si, 0.2877, -0.0794, -0.1383
Si, 0.0235, 0.0349, -0.0179
Si, 0.0106, -0.0536, -0.0204
Si, -0.0925, 0.0181, -0.0614
Si, 0.0219, 0.0131, -0.0181
Si, -0.0067, 0.0718, -0.0259
Si, 0.0733, 0.0446, -0.0833
Si, 0.0261, -0.0151, 0.0168
Si, 0.0078, -0.0202, -0.0815
Si, -0.0478, -0.0322, 0.0416
Si, -0.0216, -0.0328, 0.0875
Si, -0.0161, -0.028, 0.0372
Si, 0.0699, -0.032, 0.1192
Si, -0.0012, -0.0003, 0.077
Si, -0.0144, 0.0152, 0.0842
Si, -0.0052, 0.0225, 0.079
Si, -0.0095, -0.0416, 0.0562
Si, -0.6263, 0.1716, -0.5296
Si, 0.0431, 0.0255, 0.2032
Si, 0.0559, -0.1057, 0.0417
Si, -0.0363, 0.0226, 0.1591
Si, -0.0129, -0.0011, 0.1471
Si, -0.0124, 0.0287, -0.0232
Si, -0.0874, 0.06, 0.0366
Si, 0.0588, -0.0469, -0.0952
O, 0, -0.0028, 0.1822
O, 0.0142, -0.0218, 0.1796
O, -0.0246, 0.0215, 0.1091
O, 0.3603, -0.2061, -0.0565
O, -0.0079, 0.0161, 0.211
O, -0.0075, 0.0126, 0.2173
O, -0.0586, -0.0319, -0.2113
O, 0.064, -0.0056, -0.0765
O, -0.1952, -0.2499, -0.2353
O, -0.1533, 0.3463, -0.0701
O, 0.0391, -0.0153, -0.1599
O, 0.0255, -0.0241, -0.1055
O, 0.0545, -0.0778, 0.1087
O, 0.0154, -0.0297, -0.0572
O, 0.0149, -0.0845, -0.3486
O, 0.0003, 0.0262, -0.034
O, 0.0215, -0.0567, 0.1685
O, 0.006, 0.0178, 0.0711
O, 0.0002, 0.0056, 0.0636
O, -0.0016, -0.0079, 0.1051
O, 0.028, -0.0182, 0.0778
O, -0.006, 0.0018, 0.0981
O, 0.0102, 0.0076, 0.0873
O, 0.003, 0.0065, 0.0221
Si, 0.0337, -0.0545, -0.1329
Si, -0.0179, 0.0038, -0.1685
Si, -0.0366, 0.0207, 0.0612
Si, 0.0043, -0.0108, -0.0479
Si, -0.1119, -0.0293, 0.3345
Si, -0.0163, 0.0239, -0.0832
Si, -0.056, -0.0185, -0.066
Si, -0.0365, -0.0545, -0.1122
Si, -0.0034, 0.0504, -0.04
Si, -0.0176, -0.1607, -0.2124
Si, 0.4455, 0.9004, 0.9408
Si, 0.0115, 0.0317, -0.0161
Al, 0.0929, 0.8536, 0.1085
Si, 0.1134, 0.8338, 0.4859
Si, -0.0895, 0.1334, -0.1678
Si, -0.0192, -0.0019, -0.0588
Si, 0.5344, 0.1128, -0.6816
Si, 0.5682, -0.5095, 0.5785
Si, 0.0298, -0.0119, -0.0653
Si, 0.0269, 0.004, -0.1573
Si, -0.0053, 0.0264, -0.1325
Si, -0.1017, 0.0292, 0.3083
Si, -0.0482, 0.005, -0.2042
Si, -0.0283, -0.0593, 0.1175
Si, -0.1018, 0.1647, 0.3
Si, -0.0154, -0.0467, -0.0831
Si, -0.0133, -0.0017, -0.0763
Si, 0.1096, 0.1842, 0.0058
Si, -0.0132, 0.0467, -0.0363
Si, -0.066, -0.0449, 0.1893
Si, -0.0276, 0.0109, -0.0563
Si, -0.1189, 0.0726, 0.0154
Si, 0.0288, 0.0184, -0.0691
Si, 0.0071, 0.0296, -0.1067
Si, 0.0473, 0.0078, 0.1406
Si, 0.01, -0.0127, 0.0029
Si, -0.0958, 0.0118, 0.368
O, -0.0057, 0.0034, 0.0749
O, 0.0666, 0.0325, -0.2041
O, -0.0804, 0.1158, 0.1969
O, 0.0131, -0.0092, 0.0198
O, 0.0994, -0.0172, -0.1867
O, 0.0488, 0.0695, 0.1231
O, 0.0148, 0.0046, -0.0717
O, 0.0146, -0.1045, -0.0978
O, -0.0056, 0.033, -0.0574
O, 0.0003, -0.0604, 0.06
O, -0.0017, -0.0091, 0.0158
O, 0.0565, -0.0729, 0.0023
O, 0.0232, -0.0443, -0.1154
O, 0.0002, 0.0285, -0.0577
O, 0.0054, 0.02, 0.0233
O, -1.4447, -0.9311, -0.9811
O, -0.0192, -0.0241, -0.0651
O, -0.0114, 0.004, 0.0285
O, 0.0535, -0.1303, 0.2438
O, 0.0164, 0.0231, -0.0389
O, -0.0077, -0.0015, -0.016
O, 0.0062, -0.0034, 0.0754
O, -0.0141, 0.0222, 0.0515
F, -0.0667, 0.9282, -0.5174
O, 0.0002, 0.0211, 0.0185
O, 0.0031, 0.0083, 0.0307
O, 0.0097, 0.0176, 0.0377
O, 0.0342, 0.0214, -0.0714
O, 0.0048, -0.0139, 0.0338
O, -0.5011, -0.2312, -0.3309
O, 0.0056, -0.0333, 0.0138
O, 0.0324, -0.3105, -0.2351
O, 0.0216, -0.0204, 0.0497
O, 0.0489, 0.0162, 0.0502
O, 0.0185, 0.0094, 0.022
O, 0.0489, 0.0107, 0.0037
O, -0.2323, -0.1409, 0.0585
O, -0.0063, 0.0081, 0.0185
O, -0.0063, 0.0233, 0.0333
O, -0.0222, -0.0398, 0.0479
O, -0.0285, 0.0218, -0.1739
O, 0.0425, 0.0056, -0.0681
O, 0.0286, 0.0388, 0.0561
O, -0.1401, -0.1142, 1.7766
O, -0.061, -0.0328, 0.1364
O, -0.0114, 0.0176, 0.0846
O, 0.006, -0.0311, 0.0879
O, 0.0233, 0.2105, -0.4268
O, -0.0031, 0.0105, 0.0228
O, 0.092, 0.0084, -0.2335
O, -0.0197, 0.0037, 0.0412
O, -0.0221, -0.0009, 0.0242
O, -0.021, 0.0192, 0.0638
O, 1.0537, -1.3492, -0.7815
O, -0.0161, -0.0019, 0.0147
O, 0.0143, 0.0014, 0.0544
O, 0.0059, -0.025, 0.022
O, 0.0501, 0.0181, 0.0625
O, 0.1063, 0.0102, -0.0737
O, 0.0063, -0.0252, 0.0696
O, -0.0411, -0.0275, 0.1383
O, -0.0092, 0.0214, 0.1717
O, -0.0209, 0.0654, 0.0165
O, 0.0002, -0.0105, 0.0255
O, 0.0086, -0.029, 0.0589
O, 0.032, -0.1525, -0.069

The program warned: the cutoff lies below the one the program advises for these potential files; the forces do not sum to zero within the program's tolerance; the exchange-correlation potential is rough where the density is thin.
